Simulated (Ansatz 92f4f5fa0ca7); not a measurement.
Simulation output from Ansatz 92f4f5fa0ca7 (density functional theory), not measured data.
Periodic cell of 290 atoms, Si144O114H32, with a vacuum gap, from a study of silicon, its oxide and their interface. The atomic structure is a simulated model.

Settings
functional: r2SCAN
potential files: Ansatz PAW
basis: plane waves
wave-function cutoff: 800 eV
density cutoff ratio: 5
exchange-correlation grid ratio: 1
k mesh: 1 x 1 x 1, shifted by 0.5 0.5 0 of a step
self-consistency stop: 1e-11 eV per atom in the density residual
occupations: fixed
spin: none
net charge: 0
applied field: sawtooth along c, amplitude +0.015 V/angstrom in the program's sign convention, ramp centred at 0.9898 of c and 0.0205 of c wide, no dipole correction

Cell vectors (angstrom)
a, 10.88, 0, 0
b, 0, 10.88, 0
c, 0, 0, 48.8176

Atoms and the computed forces on them: element, x, y, z (angstrom), force x, y, z (eV/angstrom)
Si, 4.1552, -3.8384, 35.218, -0.0042, -0.0028, 0.0229
Si, 6.8809, -1.0197, 35.3026, -0.0054, 0.003, 0.0088
Si, 3.1659, 2.6582, 35.3148, 0.0012, 0.0022, 0.0104
Si, 5.8559, -5.542, 35.2384, 0.004, -0.0035, 0.019
Si, 0.435, -5.2609, 32.6995, 0.0014, 0.003, 0.0369
Si, 0.7257, -0.294, 35.2393, -0.0076, -0.0055, 0.0186
Si, 9.392, 1.8665, 35.1958, 0.0078, -0.0065, 0.0324
Si, 1.4547, -6.5718, 35.2777, -0.0036, 0.0033, 0.0195
Si, 5.0889, -2.0294, 36.4541, 0.0067, -0.0213, -0.0055
Si, 7.8124, 0.7386, 36.5207, 0.0171, 0.0001, -0.0125
Si, 4.9627, -7.307, 36.5076, -0.0107, 0.0174, -0.0173
Si, 7.6838, -4.5538, 36.3736, -0.0175, 0.0026, -0.0129
Si, -0.4939, -1.8974, 36.4292, -0.0028, 0.0112, -0.0091
Si, 2.2688, 0.8694, 36.5521, -0.01, 0.0036, -0.008
Si, 10.5222, 3.4557, 36.4985, 0.0042, -0.0109, -0.0181
Si, 2.359, -4.7294, 36.4515, 0.0129, -0.0121, -0.0077
Si, 3.686, -0.5949, 37.7337, 0.0023, 0.0048, 0.013
Si, 6.3671, 2.1338, 37.7539, 0.0016, -0.003, 0.0128
Si, 3.6471, -6.014, 37.9568, -0.0029, -0.0048, 0.0002
Si, 6.3806, -3.329, 37.9138, -0.0005, 0.0161, -0.0081
Si, 9.1301, -0.5802, 37.9317, -0.0036, -0.0037, -0.0039
Si, 11.792, 2.1398, 37.9717, 0.0091, -0.0042, 0.0028
Si, 9.0932, 4.9037, 37.6951, 0.0065, 0.0015, 0.0168
Si, 0.9184, -3.3167, 37.7054, -0.0015, -0.0021, 0.0095
Si, 2.291, -1.9465, 39.0909, -0.0047, -0.0111, 0.0321
Si, 5.0181, 0.7627, 39.1311, 0.0065, 0.0159, 0.027
Si, 2.2838, 3.5015, 39.2757, 0.017, 0.0085, 0.014
Si, 5.0197, -4.6585, 39.2586, -0.0047, -0.0055, 0.0101
Si, 7.7504, -1.957, 39.2331, 0.0027, -0.0094, 0.0153
Si, 10.457, 0.7726, 39.2838, -0.0133, 0.0067, 0.0153
Si, 7.7373, 3.5205, 39.0902, 0.0101, 0.0059, 0.0208
Si, 10.4608, -4.6604, 39.1143, -0.0066, -0.0078, 0.0283
Si, 3.6365, -3.2743, 40.5282, 0.0119, -0.0017, 0.1927
Si, 6.3563, -0.5881, 40.5254, -0.0195, -0.011, 0.1802
Si, 3.6701, 2.1078, 40.5409, 0.0023, -0.0081, 0.171
Si, 6.4028, 4.8432, 40.5248, 0.0215, -0.0187, 0.1906
Si, 9.1409, -3.3178, 40.5413, -0.0247, 0.0391, 0.1644
Si, 0.973, -0.6056, 40.5329, 0.0093, 0.003, 0.2081
Si, 9.059, 2.167, 40.5281, -0.0288, 0.0006, 0.1902
Si, 11.7938, -5.9874, 40.5575, -0.0058, 0.0056, 0.1824
Si, 5.0028, -1.9388, 41.901, -0.0544, 0.1105, 0.2498
Si, 7.712, 0.7656, 41.8659, -0.0201, 0.2147, 0.3723
Si, 5.0257, 3.4947, 41.862, 0.1445, -0.1413, 0.4251
Si, 7.7554, -4.6673, 41.8783, 0.0381, -0.0536, 0.3449
Si, -0.3772, -1.9464, 41.9003, -0.088, -0.1778, 0.2936
Si, 2.3014, 0.7584, 41.9013, 0.1673, -0.0121, 0.3273
Si, 10.4142, -7.3538, 41.8889, 0.0434, -0.0002, 0.3393
Si, 2.3098, -4.6402, 41.9033, -0.1962, 0.0391, 0.2818
Si, 6.8089, 4.0709, 6.9558, 0.04, 0.0009, -0.3789
Si, 9.5226, 6.8004, 6.8806, -0.0226, 0.073, -0.6107
Si, 6.8379, 9.5162, 6.9336, 0.0075, -0.0849, -0.1213
Si, 9.5402, 1.3376, 6.9295, 0.102, -0.085, -0.1593
Si, 12.2253, 4.0442, 6.9121, -0.0198, -0.0502, -0.2038
Si, 4.0489, 6.7964, 6.9013, -0.0528, 0.0716, -0.3108
Si, 12.2334, -1.3397, 6.9633, -0.0214, 0.0788, -0.3079
Si, 4.1511, 1.3891, 6.9639, 0.0203, -0.0685, -0.3404
Si, 5.5309, 2.7007, 8.3778, -0.0001, -0.0266, -0.1796
Si, 8.169, 5.4723, 8.2276, -0.014, -0.0015, -0.2052
Si, 5.4124, 8.1688, 8.2415, 0.0018, 0.0302, -0.1917
Si, 8.2622, -0.0624, 8.3252, -0.0227, 0.0117, -0.1911
Si, 10.9044, 2.6571, 8.3239, 0.0258, 0.0191, -0.181
Si, 13.5413, 5.4438, 8.2472, 0.0054, -0.0159, -0.1912
Si, 10.8486, 8.1333, 8.2555, 0.0039, 0.0196, -0.184
Si, 13.6278, 0.0543, 8.2554, -0.0102, -0.0057, -0.1411
Si, 6.9731, 1.3007, 9.7138, 0.0059, 0.0105, -0.0175
Si, 9.5611, 4.1551, 9.544, 0.0123, -0.0283, -0.0069
Si, 6.7724, 6.8022, 9.5615, -0.0101, 0.0138, -0.0114
Si, 9.5831, -1.4523, 9.7481, -0.0076, -0.0046, -0.0312
Si, 12.2629, 1.2624, 9.7439, 0.023, 0.0079, -0.0341
Si, 4.0022, 4.0712, 9.5648, -0.0042, 0.0293, -0.0131
Si, 12.2152, 6.8532, 9.6331, -0.0102, -0.0182, -0.0451
Si, 4.0606, 9.5624, 9.5901, -0.0149, 0.0045, -0.0172
Si, 8.3276, 2.8266, 10.9871, -0.0112, 0.0249, -0.0149
Si, 10.8133, 5.5221, 10.9846, -0.0069, -0.022, 0.0073
Si, 8.0338, 8.1456, 11.0263, -0.0048, -0.0171, -0.0139
Si, 11.4205, -0.6091, 11.0399, -0.0136, 0.0157, 0.0076
Si, 2.6794, 2.7717, 11.0246, 0.0008, -0.006, -0.0059
Si, 5.2799, 5.5305, 10.8319, 0.0305, -0.0221, -0.039
Si, 13.3346, 8.462, 10.937, 0.0233, 0.0054, 0.0032
Si, 5.4468, 0.0029, 10.97, -0.0062, -0.0076, -0.0051
Si, 6.4618, 3.8662, 12.0098, 0.0224, -0.0123, 0.0239
Si, 8.1182, -0.4406, 14.7725, -0.0023, 0.0046, 0.0353
Si, 6.4164, -1.6157, 12.3659, -0.004, 0.0106, 0.0159
Si, 10.201, 2.6298, 12.6117, 0.0064, -0.0016, 0.0056
Si, 4.3115, 1.5961, 12.2493, 0.0054, 0, 0.0265
Si, 4.1004, 7.1321, 12.2212, -0.0252, 0.0287, 0.0332
Si, 10.7229, 0.4107, 13.0879, 0.0043, -0.0126, 0.0256
Si, 1.2229, 4.0903, 12.3373, -0.0036, -0.0011, 0.0041
Si, 7.051, 5.6957, 20.855, -0.002, -0.0021, 0.043
Si, 9.0919, 6.5494, 12.3473, 0.008, -0.0038, 0.0219
Si, 5.666, 0.0672, 19.6939, 0.0038, -0.0064, 0.047
Si, 13.2578, 2.5501, 21.6666, -0.0035, 0.0039, 0.0406
Si, 9.496, 3.8664, 14.4491, -0.017, 0.002, 0.0243
Si, 13.1667, -0.5297, 17.3842, -0.0001, -0.0027, 0.0339
Si, 6.1494, 0.0504, 28.1111, -0.0079, -0.0021, 0.0522
Si, 6.3148, 6.6788, 23.4824, -0.0038, -0.004, 0.0448
Si, 3.4058, 2.0132, 18.8466, -0.0039, 0.0062, 0.0435
Si, 10.2392, -2.0752, 25.9754, -0.0101, 0.0062, 0.0492
Si, 2.8138, -0.7701, 33.0349, 0.0001, 0.0058, 0.0361
Si, 0.5935, -7.3101, 25.6418, -0.0067, -0.0084, 0.0476
Si, 8.8995, -3.5755, 32.9361, -0.0029, -0.0025, 0.0422
Si, 5.7084, -0.2547, 33.4565, -0.0074, 0.0009, 0.0326
Si, 13.5554, 5.281, 23.0909, -0.0074, -0.0072, 0.0406
Si, 7.7906, 2.4048, 16.1694, -0.0059, -0.0039, 0.0127
Si, 10.4607, 2.382, 22.8522, 0.0085, -0.0025, 0.0366
Si, 8.9452, 0.1148, 24.1809, -0.0021, -0.0002, 0.0458
Si, -2.3094, -2.7096, 35.1139, 0.0101, -0.0026, 0.0109
Si, 7.6741, 1.9754, 26.4345, -0.0079, -0.0008, 0.0517
Si, 3.3162, 3.4585, 16.0433, 0.0038, -0.0078, 0.0381
Si, 4.2496, -2.5184, 18.5305, -0.0069, -0.0009, 0.035
Si, 3.8211, 1.9485, 33.2031, 0.0058, -0.0121, 0.0406
Si, 6.4818, 6.4998, 17.8579, -0.004, 0.0041, 0.043
Si, 2.8318, -3.4761, 32.3264, 0.0078, 0.0036, 0.0446
Si, 0.0722, -4.7045, 24.6285, -0.0023, 0.0116, 0.0407
Si, 7.6729, 4.9718, 13.5558, -0.0236, -0.0108, 0.0255
Si, 3.9417, -3.5998, 24.8774, 0.0099, -0.0038, 0.037
Si, 2.8654, 7.3811, 20.9701, -0.007, 0.0018, 0.035
Si, 0.4562, -0.5166, 28.4659, -0.0001, -0.0016, 0.0462
Si, 11.2348, -2.0251, 21.3894, -0.0011, -0.007, 0.0442
Si, 8.9788, 7.0709, 22.5662, -0.0006, -0.0022, 0.0349
Si, 8.2201, 1.1637, 18.8773, -0.0081, -0.0125, 0.0445
Si, 6.2539, 4.2052, 15.8949, 0.0038, 0.0005, 0.0199
Si, 7.9017, 2.8581, 21.4864, 0.0023, 0.0054, 0.0427
Si, 10.1051, 2.3093, 28.1187, 0.009, 0.0079, 0.057
Si, 8.5729, 2.7731, 32.3299, -0.0058, 0.0035, 0.033
Si, 3.1878, 2.9043, 30.5305, 0.0035, 0.0124, 0.0496
Si, 2.2493, 5.5258, 14.1294, 0.0012, -0.0006, 0.0325
Si, 6.4337, 0.5667, 22.6994, 0.0056, -0.0008, 0.037
Si, 10.4283, -0.8579, 18.6507, 0.0007, 0.0032, 0.0381
Si, 7.2916, 0.2475, 30.9797, -0.0033, -0.0048, 0.0562
Si, 6.7703, -5.6018, 32.2702, -0.0019, 0.0065, 0.0473
Si, 10.6439, 6.7033, 14.8553, -0.0015, 0.003, 0.0253
Si, 5.2878, -4.4324, 27.4352, 0.0047, 0.006, 0.057
Si, 7.8132, -2.6203, 27.8289, 0.0022, 0.0069, 0.051
Si, 9.4022, -1.9255, 30.3334, -0.008, -0.0123, 0.0559
Si, 13.5793, -1.5733, 23.1588, -0.0006, -0.006, 0.0252
Si, 3.5925, 0.5039, 23.5012, -0.0104, 0.0066, 0.0352
Si, 8.9456, -2.6984, 16.8901, -0.0105, 0.0055, 0.0413
Si, 4.3696, -5.2573, 30.2359, 0.0019, -0.0016, 0.0595
Si, 13.4316, 0.8508, 14.679, 0.002, 0.0027, 0.0409
Si, 5.9292, -6.657, 25.5095, 0.0018, -0.0076, 0.0371
Si, 0.147, 3.4811, 30.7102, -0.0021, 0.0123, 0.0508
Si, 3.3478, 2.5053, 25.7367, 0.0022, 0.0003, 0.0522
Si, 3.3634, 0.759, 28.3991, 0.007, -0.001, 0.053
O, 8.3702, -1.509, 15.9572, -0.0002, 0.0059, -0.0209
O, 3.6443, -5.0969, 24.2931, -0.0125, -0.0022, -0.0158
O, 7.584, 0.9614, 15.4151, 0.0025, -0.0078, -0.0113
O, 3.5769, 6.1884, 13.4533, 0.0072, -0.0055, -0.022
O, 7.065, -1.1993, 27.698, 0.0023, -0.0007, -0.0114
O, 3.3706, -4.3701, 31.1227, 0.0054, -0.009, -0.0273
O, 5.4495, 2.7171, 12.6563, -0.0106, 0.0001, -0.0094
O, 5.1961, 0.5011, 23.7282, -0.0009, -0.0042, -0.0118
O, 8.6425, 2.5703, 33.9298, -0.0035, 0.0021, -0.0341
O, 1.5596, -1.0204, 34.0256, 0.0068, -0.0022, -0.0127
O, 9.7052, -1.1708, 24.7574, -0.0023, 0.0044, -0.0138
O, 12.0391, 0.3967, 14.0364, -0.0071, 0.0036, -0.0225
O, 2.7424, -1.9093, 31.891, -0.002, -0.0024, -0.0132
O, 6.0975, 5.0375, 17.2849, 0.0014, -0.0098, -0.0237
O, 3.6351, -6.6223, 29.7724, 0.0012, -0.0002, -0.0141
O, 2.9255, 1.296, 24.7418, -0.0033, -0.0159, -0.0306
O, 9.8596, -4.8543, 33.2653, 0.0105, 0.0001, -0.0094
O, 2.2029, -7.2336, 25.6844, -0.0032, 0.0017, -0.0167
O, 2.751, 2.7924, 20.1103, 0.0101, -0.0051, -0.0302
O, -0.0005, -5.8165, 25.8021, 0.0005, 0.0116, -0.0275
O, 6.7458, -3.7594, 27.4914, -0.0026, 0.0023, -0.0155
O, 1.0817, -6.369, 33.679, -0.008, 0.0134, -0.0253
O, 4.8931, -1.272, 19.3084, -0.0038, -0.0055, -0.0167
O, 8.5371, 1.0617, 25.4283, 0.0026, -0.0055, -0.0225
O, 0.2405, -3.2695, 25.3417, 0.0073, -0.01, -0.0172
O, 3.0353, 5.9649, 21.6869, -0.0047, 0.0137, -0.0193
O, 12.1607, 7.6785, 20.7568, -0.003, -0.0011, -0.0153
O, 4.5697, -0.2895, 28.1245, -0.0042, 0.0025, -0.0221
O, 6.3226, -0.6002, 31.9815, 0.0129, 0.0071, -0.0331
O, 3.0319, -1.9191, 17.6847, -0.0051, 0.0031, -0.0115
O, 3.4647, -2.323, 21.9204, -0.0015, -0.0083, -0.0184
O, -0.3824, 0.7716, 34.6293, 0.0048, 0.002, -0.0062
O, 10.0778, 2.6892, 31.7481, 0.0087, 0.0061, -0.0205
O, 5.974, 6.1756, 21.9737, -0.0015, -0.0107, -0.0306
O, 12.1178, 5.7964, 23.5808, 0.0094, -0.0029, -0.0169
O, 5.3244, 1.341, 33.4448, -0.001, -0.0019, -0.013
O, 8.9847, -2.7305, 26.7404, 0.0126, -0.0008, -0.0201
O, 6.3618, -5.5379, 24.4151, -0.0014, 0.0181, -0.0309
O, 10.9328, -0.9853, 20.1862, -0.0025, 0.0117, -0.0295
O, 9.9292, 0.8906, 23.1615, 0.0043, 0.0091, -0.0156
O, 7.6347, -0.3061, 23.3327, -0.014, 0.0082, -0.0124
O, 1.3378, -3.9372, 32.7014, 0.0012, -0.0013, -0.011
O, -0.0592, -1.5464, 29.6238, 0.0068, 0.0056, -0.0264
O, 9.6718, 6.1352, 23.6717, -0.0084, 0.0067, -0.0228
O, 4.8776, 1.432, 19.2554, -0.0028, 0.0043, -0.0149
O, 6.9862, -1.0041, 13.7655, -0.0092, -0.0037, -0.0266
O, 0.1255, 2.5968, 26.8207, 0.0062, 0.0156, -0.035
O, 9.4464, -2.0955, 18.3041, -0.0075, -0.0091, -0.0199
O, 3.3784, 3.0903, 17.6244, -0.0009, 0.012, -0.0305
O, 4.2674, -0.9837, 33.7368, -0.0069, -0.0041, -0.0143
O, 7.0823, 0.0193, 18.9179, 0.0003, -0.0054, -0.0136
O, 0.1079, 3.012, 24.2233, -0.0123, -0.0067, -0.0291
O, 12.0454, -1.363, 22.6348, -0.0024, 0.001, -0.0225
O, 10.2265, 7.4697, 16.1966, 0.0059, -0.0114, -0.0217
O, 7.6579, 1.6362, 31.6769, -0.0011, -0.0093, -0.02
O, 8.6547, -0.5556, 30.7188, 0.0052, -0.002, -0.0169
O, 9.2806, 2.9259, 15.7648, 0.0032, 0.0076, -0.0227
O, 5.2824, -3.1375, 24.105, -0.0029, -0.0011, -0.0109
O, 10.4479, 5.0917, 14.9871, -0.0017, -0.011, -0.0153
O, 7.7844, 2.2488, 17.778, -0.0037, 0.0134, -0.0424
O, 8.3332, 1.8336, 20.3269, 0.0013, -0.0154, -0.0306
O, 7.6608, 7.5597, 23.3591, 0.0047, -0.004, -0.0091
O, 4.2379, -3.6607, 26.4593, -0.0101, 0.0042, -0.0418
O, 3.7848, -3.6602, 33.62, -0.0088, 0.0027, -0.032
O, 3.8611, 3.0361, 32.005, -0.0064, 0.0052, -0.0359
O, 11.5911, -0.8281, 17.5287, 0.0082, 0.0011, -0.0188
O, 2.7875, -2.5406, 24.4832, -0.0044, 0.0159, -0.0225
O, 13.3216, 2.3502, 15.26, -0.0031, -0.0011, -0.0196
O, 5.2615, -2.7243, 12.7737, 0.0015, -0.0057, -0.0117
O, 3.3362, 1.8674, 27.2196, 0.0036, 0.0118, -0.0376
O, 7.4599, -4.137, 32.4198, -0.005, -0.0083, -0.0183
O, 6.0551, -6.0009, 33.6649, 0.0086, 0.002, -0.0302
O, 9.7658, 7.3348, 13.649, 0.0025, -0.0003, -0.0215
O, 3.6622, 7.3012, 19.589, 0.0051, 0.0081, -0.0266
O, 6.6624, 6.3291, 19.4452, -0.0044, 0.0057, -0.034
O, -0.4262, 0.827, 28.6437, 0.0006, 0.0043, -0.0161
O, 4.7144, 3.1875, 25.2058, -0.0015, -0.0029, -0.0139
O, 7.2533, 3.3243, 25.6807, -0.0043, 0.006, -0.0129
O, 0.2297, -1.1882, 27.0083, -0.0121, -0.0117, -0.0341
O, 2.8317, 0.7773, 32.5739, 0, 0.0038, -0.0137
O, 0.3165, -5.8673, 31.2053, -0.0053, -0.0129, -0.0209
O, 9.5995, -2.7569, 31.709, 0.0031, 0.0164, -0.0393
O, 3.7508, 0.8254, 13.5916, -0.0075, -0.0001, -0.0131
O, 2.8163, -0.1438, 15.9106, 0.0047, 0.0068, -0.0257
O, 7.8304, 7.0547, 17.1697, 0.0086, 0.0031, -0.0179
O, 5.7226, -5.562, 31.0546, -0.0131, 0.0082, -0.0227
O, 4.8407, 3.5069, 15.5146, -0.0025, 0.0059, -0.0102
O, 6.5601, 0.5495, 29.5853, -0.0076, -0.0007, -0.04
O, 5.945, 0.0039, 21.2768, -0.0027, -0.006, -0.0282
O, 9.6386, 0.5341, 18.4839, -0.0005, -0.0002, -0.0151
O, 13.4528, 0.6913, 18.4135, -0.0049, -0.0051, -0.0168
O, 10.3693, 3.4347, 29.2403, -0.0083, -0.0137, -0.0354
O, 12.208, 6.8319, 14.4787, 0.0007, 0.0011, -0.01
O, 3.6917, 1.5868, 29.7528, 0.0003, -0.0128, -0.0329
O, 7.918, -6.6872, 31.9483, 0.0008, -0.0028, -0.0074
O, 6.3742, 1.2, 26.9965, 0.0028, 0.0075, -0.0296
O, 5.5062, -5.935, 26.8957, 0.0042, -0.0014, -0.0294
O, 9.8683, -2.5917, 22.019, 0.0064, 0.005, -0.0084
O, 9.2536, 3.2902, 22.262, -0.0132, 0.0022, -0.0221
O, 11.664, 2.3098, 21.7784, 0.0085, -0.0015, -0.0169
O, 2.7719, 3.7143, 22.7321, -0.0041, -0.0167, -0.0276
O, 8.4633, -2.7722, 29.3083, -0.0075, -0.0047, -0.0342
O, 7.114, 4.0869, 20.8158, -0.0006, 0.0083, -0.0199
O, 6.6794, 5.3843, 14.8279, 0.0202, 0.0043, -0.0258
O, 6.9136, 2.1078, 22.5284, 0, 0.0015, -0.0211
O, 8.5527, 2.3649, 27.7273, -0.0085, -0.0022, -0.0191
O, 1.5871, 2.7787, 30.6435, -0.0014, -0.0054, -0.0119
O, 8.5255, 6.2082, 21.281, -0.0069, -0.0014, -0.0209
O, 9.4853, -0.2533, 13.9184, 0.002, -0.0028, -0.0126
O, 3.2327, 1.2526, 22.1019, 0.0016, 0.0056, -0.0128
O, 4.6797, -4.4127, 28.9113, 0.0072, 0.0021, -0.0451
O, 2.0122, -0.1074, 28.5714, -0.0027, -0.0001, -0.0131
O, 5.3054, 7.5831, 17.5977, 0.004, -0.0009, -0.0165
O, 13.5088, 4.8536, 15.5751, -0.005, 0.0074, -0.0216
H, 4.1819, -1.116, 42.8335, 0.3558, -0.3166, -0.2497
H, 5.8249, -2.7602, 42.8335, -0.2793, 0.233, -0.3039
H, 6.9001, 1.5972, 42.7983, 0.2905, -0.3693, -0.2161
H, 8.5276, -0.0624, 42.7983, -0.2088, 0.2722, -0.3094
H, 5.8444, 2.6698, 42.7944, -0.3194, 0.3368, -0.2146
H, 4.2103, 4.3228, 42.7944, 0.2677, -0.2806, -0.3044
H, 8.5751, -5.4913, 42.8107, -0.3954, 0.39, -0.2269
H, 6.9267, -3.8525, 42.8107, 0.2651, -0.2419, -0.3071
H, -1.2281, -1.1547, 42.8328, 0.2874, -0.191, -0.2907
H, 0.46, -2.7525, 42.8328, -0.3781, 0.3328, -0.2463
H, 3.1254, -0.0612, 42.8337, -0.346, 0.3487, -0.2293
H, 1.4716, 1.5721, 42.8337, 0.2107, -0.2195, -0.3118
H, 11.2277, -8.1839, 42.8214, -0.2119, 0.2232, -0.2902
H, 9.5988, -6.5257, 42.8214, 0.3715, -0.4118, -0.2326
H, 1.5059, -3.8008, 42.8357, 0.3484, -0.3655, -0.2288
H, 3.1292, -5.4644, 42.8357, -0.2622, 0.2709, -0.3026
H, 5.9848, 4.8904, 6.0233, 0.1845, -0.3495, 0.2801
H, 7.6297, 3.2481, 6.0233, -0.3035, 0.2846, 0.2387
H, 10.3344, 5.9688, 5.9482, -0.2749, 0.2731, 0.2485
H, 8.7038, 7.6252, 5.9482, 0.3598, -0.3183, 0.2024
H, 6.0185, 10.3404, 6.0011, 0.3886, -0.1715, 0.2873
H, 7.6532, 8.688, 6.0011, -0.3364, 0.3126, 0.2813
H, 10.3689, 0.5227, 5.997, -0.3413, 0.3747, 0.2105
H, 8.7181, 2.159, 5.997, 0.2201, -0.2881, 0.3243
H, 11.4098, 4.8722, 5.9796, 0.1223, -0.434, 0.2693
H, 13.0762, 3.2525, 5.9796, -0.284, 0.2863, 0.2555
H, 4.8787, 5.9826, 5.9688, -0.2892, 0.2353, 0.265
H, 3.2355, 7.6264, 5.9688, 0.2844, -0.3284, 0.2081
H, 11.4138, -0.5157, 6.0308, 0.3576, -0.3586, 0.2183
H, 13.0489, -2.1678, 6.0308, -0.2891, 0.2757, 0.2734
H, 4.955, 0.5497, 6.0314, -0.2824, 0.3267, 0.2448
H, 3.3139, 2.1952, 6.0314, 0.4513, -0.1038, 0.2769

Results
free energy: -157634.435 eV
free energy less fixed offsets of H -15.71, O -570.45, Si -639.56 eV per atom: -3.775 eV

The program warned: the cutoff lies below the one the program advises for these potential files; the forces do not sum to zero within the program's tolerance; empty levels may hold ghost states of the PAW files; the exchange-correlation potential is rough where the density is thin.
